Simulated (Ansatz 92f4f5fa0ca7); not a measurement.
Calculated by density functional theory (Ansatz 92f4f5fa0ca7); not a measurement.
Periodic cell of 224 atoms, Si134O86N4, from a study of silicon, its oxide and their interface. The atomic structure is a simulated model.
This geometry differs little from another in the collection (a relaxation step or a small displacement).

Settings
functional: r2SCAN
potential files: Ansatz PAW
basis: plane waves
wave-function cutoff: 800 eV
density cutoff ratio: 5
exchange-correlation grid ratio: 1
k mesh: 1 x 1 x 1, shifted by 0.5 0.5 0 of a step
self-consistency stop: 1e-10 eV per atom in the density residual
occupations: fixed
spin: none
net charge: 0

Cell vectors (angstrom)
a  10.88  0  0
b  0  10.88  0
c  0  0  31.912

Atoms: element, x, y, z (angstrom)
Si  -0.3174  0.8558  -0.151
Si  3.0741  2.4137  0.0072
Si  -0.3167  5.8545  -0.0807
Si  2.4389  8.1029  -0.3315
Si  5.375  0.258  -0.1002
Si  8.286  2.8743  0.33
Si  5.9098  4.799  -0.1185
Si  8.3943  7.9733  -0.1784
Si  1.3581  1.5063  1.3698
Si  4.167  4.0439  1.2633
Si  1.3295  6.8286  1.2458
Si  3.989  9.5071  0.9667
Si  6.8593  1.3451  1.375
Si  9.5084  4.3915  1.5303
Si  6.9127  6.6546  1.1376
Si  9.469  9.7785  0.9813
Si  0.0582  2.9174  2.6998
Si  2.689  -0.0491  2.5305
Si  -0.0617  8.3169  2.4558
Si  2.7459  5.4542  2.5456
Si  5.4435  2.6886  2.6936
Si  8.1949  -0.021  2.6389
Si  5.4183  8.1273  2.3464
Si  8.0448  5.5252  2.8385
Si  1.4266  4.1857  4.0342
Si  4.0362  1.3067  3.9417
Si  1.3227  9.5349  3.9199
Si  4.104  6.838  3.8575
Si  6.7457  4.0599  4.0845
Si  9.5418  1.4304  3.9347
Si  6.7513  9.4696  3.8571
Si  9.5008  6.9551  3.9539
Si  -0.0086  0.0484  5.2898
Si  2.7274  2.7214  5.3144
Si  -0.0085  5.5419  5.3058
Si  2.7024  8.16  5.2494
Si  5.4273  -0.0377  5.2699
Si  8.1696  2.7075  5.3554
Si  5.3816  5.4797  5.3234
Si  8.1041  8.2146  5.3194
Si  1.3361  1.397  6.6617
Si  4.0543  4.0932  6.6703
Si  1.3522  6.8501  6.6782
Si  4.056  9.5039  6.6349
Si  6.7837  1.3286  6.6611
Si  9.5315  4.1137  6.6607
Si  6.7822  6.8055  6.6671
Si  9.4708  9.5859  6.6436
Si  -0.0068  2.7499  8.0474
Si  2.6903  0.0095  7.9723
Si  -0.0655  8.2038  7.9893
Si  2.6844  5.4368  8.0189
Si  5.4441  2.7395  7.9903
Si  8.123  -0.0044  8.0611
Si  5.409  8.145  8.0156
Si  8.139  5.4315  8.0162
Si  1.339  4.1238  9.4225
Si  4.0589  1.3826  9.2962
Si  1.3013  9.5524  9.3255
Si  4.083  6.748  9.3673
Si  6.7955  4.0686  9.3952
Si  9.4919  1.3746  9.3872
Si  6.7583  9.4791  9.4044
Si  9.4732  6.812  9.3593
Si  -0.0404  0.0015  10.7425
Si  2.7652  2.7433  10.6976
Si  -0.0501  5.504  10.7608
Si  2.6538  8.1241  10.5917
Si  5.3657  0.0145  10.6619
Si  8.1436  2.7119  10.7669
Si  5.4513  5.4195  10.792
Si  8.078  8.0627  10.7828
Si  1.3794  1.4172  12.0049
Si  4.1441  4.0204  12.1455
Si  1.3594  6.8776  12.0802
Si  3.9492  9.4981  11.9013
Si  6.7424  1.2974  12.0516
Si  9.4735  4.1355  12.1131
Si  6.7362  6.7316  12.2856
Si  9.4816  9.4132  12.0526
Si  0.0563  2.7943  13.3593
Si  2.6092  -0.0789  13.2977
Si  -0.0137  8.1903  13.52
Si  2.6954  5.4089  13.3612
Si  5.5047  2.6367  13.5516
Si  8.0647  -0.1587  13.3524
Si  5.2008  8.2226  13.3764
Si  8.142  5.3138  13.7127
Si  1.1902  4.3507  14.7756
Si  4.2364  0.959  14.5743
Si  0.8591  10.0414  14.7723
Si  3.7305  6.9339  14.7598
Si  7.2791  3.4161  15.0098
Si  9.5101  1.309  14.3931
Si  6.4594  9.659  14.7766
Si  9.8183  6.5468  14.8499
Si  1.4925  -1.6119  19.5493
Si  2.1777  1.4858  19.3472
Si  -4.9783  5.4124  21.5359
Si  1.337  9.8506  22.4331
Si  9.3502  -2.0468  22.5474
Si  5.8282  3.4171  17.8278
Si  5.225  8.0984  16.7853
Si  6.0544  6.2895  18.6404
Si  8.0139  18.7296  17.0856
Si  7.9081  10.8047  23.9016
Si  7.1381  3.1589  20.512
Si  -1.7659  -6.2716  25.067
Si  -6.6972  2.4583  21.3798
Si  8.5472  -5.8048  28.0464
Si  12.2451  2.0394  21.9989
Si  5.4483  3.5105  26.3651
Si  12.4945  0.0938  27.2054
Si  13.8159  13.4865  16.7408
Si  4.7555  -3.3131  23.2669
Si  2.4684  -2.2343  16.8125
Si  1.9597  7.5749  24.3196
Si  6.612  6.2806  25.2435
Si  8.7266  5.5058  21.0257
Si  10.6599  -4.8607  23.1244
Si  9.2339  2.3848  22.8786
Si  12.3054  1.739  29.6037
Si  4.2157  0.9142  25.7792
Si  5.0917  10.6782  22.9574
Si  -1.5872  -2.5628  19.7593
Si  -0.637  3.4756  30.1095
Si  4.0049  -3.4585  29.1632
Si  6.9701  -9.9255  26.7516
Si  7.905  7.9737  27.4272
Si  1.6098  -3.028  27.3752
Si  5.5049  4.9134  28.7803
Si  10.7525  8.2594  29.7871
Si  6.2594  9.2296  29.7315
Si  9.4878  -0.5864  27.7463
O  5.2092  -4.3942  -3.2318
O  0.6783  0.591  30.4809
O  2.3796  2.7102  30.4689
O  -1.8464  -1.8754  26.8291
O  3.3007  7.0915  30.5957
O  -1.7135  4.3459  29.3192
O  4.2619  1.3859  -0.4677
O  7.0651  -1.8766  28.3622
O  7.1652  3.7913  -0.445
N  9.563  2.2467  31.194
O  9.1583  4.421  26.6822
O  5.374  11.3581  26.9045
O  11.1568  2.7161  29.0202
N  9.8057  7.2393  30.9158
O  7.46  5.5522  22.1062
O  0.0584  5.4221  15.3366
O  5.4673  0.0407  15.176
O  3.1415  1.387  15.7131
O  -0.2996  11.1623  15.1355
O  1.4017  9.7198  16.2829
O  4.8794  6.723  15.9291
N  5.577  14.5441  21.3077
O  6.7941  3.6175  16.5491
O  9.0935  -9.9925  23.4289
O  8.4875  2.3079  15.2276
O  7.3708  6.4781  17.7044
N  6.7519  8.7267  16.2606
O  12.8572  9.1146  21.1099
O  -5.4995  4.8766  18.3316
O  9.244  7.4062  16.1353
O  -6.264  0.999  21.975
O  2.7829  -7.9827  22.179
O  -7.3346  -3.5328  24.3109
O  2.1724  3.829  15.9912
O  1.0639  1.9869  20.4056
O  1.9418  13.0594  17.9239
O  5.1878  -3.2648  18.3194
O  2.4333  7.4401  15.6936
O  -2.7235  2.4491  21.6106
O  6.1785  6.3218  20.2186
O  12.6113  11.4167  22.5264
O  8.7752  3.3267  24.1316
O  1.7495  -1.7828  23.7993
O  15.3139  13.6948  17.3006
O  14.5131  12.8861  19.896
O  9.7632  7.3438  22.9558
O  4.7346  17.1485  22.2643
O  12.1907  6.5435  23.2301
O  8.5296  8.6857  18.3811
O  -3.4383  0.2942  25.3709
O  -2.7345  -6.5189  20.0146
O  -2.8278  5.7712  24.7918
O  4.0103  9.1698  16.6721
O  10.6265  -1.103  22.3294
O  13.0586  0.9669  28.4394
O  2.1432  -2.5571  18.3778
O  4.7447  -1.7923  22.6351
O  10.0773  -5.7675  21.8856
O  6.5855  2.5864  19.0552
O  12.831  -0.1064  19.1494
O  11.2946  -3.3755  28.4283
O  8.4734  -1.5738  23.8019
O  10.8357  0.1611  27.1396
O  -0.0306  -8.3013  22.6327
O  6.68  -0.0052  22.8824
O  12.253  -3.492  25.8328
O  -1.6768  6.7191  20.059
O  8.599  -1.9475  21.1018
O  2.6296  0.6167  26.0448
O  2.9592  -3.664  27.9637
O  -5.1326  -5.9646  25.5632
O  4.705  3.929  27.7684
O  4.527  0.0832  24.4358
O  1.2216  8.7221  30.624
O  10.5056  5.205  24.5103
O  17.6776  2.5819  26.6271
O  4.706  -2.0209  29.431
O  6.0854  7.2873  24.1122
O  17.8741  4.7422  28.226
O  11.1173  4.6425  30.8609
O  10.7946  8.8923  19.5625
O  4.4302  -8.3534  25.5557
O  1.9162  -1.4562  27.4056
O  5.1778  -6.2306  30.3321
O  8.6803  -4.177  28.1004
O  -2.6655  0.5014  27.7671
O  6.167  -0.1821  30.4224
O  9.8791  -1.3163  29.215
O  7.1073  -2.5762  30.7569
O  6.8061  7.3026  26.4747

Results
free energy: -136299.118 eV
free energy less fixed offsets of N -386.36, O -570.45, Si -639.56 eV per atom: 6.062 eV

Forces (eV/angstrom), in the order of the atoms: element, x, y, z
Si  -0.0143  -0.0137  0.0372
Si  -0.0021  0.0456  0.0264
Si  -0.0146  -0.006  0.0441
Si  0.011  0.0105  0.053
Si  0.0435  -0.0098  -0.0125
Si  -0.0045  -0.0337  -0.021
Si  0.0057  0.0434  0.0335
Si  0.0251  0.0314  0.0203
Si  -0.0161  0.0049  -0.0026
Si  -0.004  0.0035  -0.007
Si  0.0155  0.0026  -0.0171
Si  -0.0066  -0.0064  -0.0141
Si  0.0296  -0.0161  0.0081
Si  -0.0298  0.0047  -0.0044
Si  -0.0064  -0.0132  -0.0052
Si  -0.0166  -0.0018  -0.0109
Si  0.0224  0.0018  0.0124
Si  -0.004  -0.0072  0.0091
Si  -0.0176  -0.0052  -0.0015
Si  0.0073  -0.0005  0.0046
Si  -0.007  0.0084  0.0216
Si  -0.0009  -0.0002  0.0047
Si  0.0138  -0.0073  0.0048
Si  0.0162  0.0142  0.0222
Si  -0.0072  0.0037  -0.001
Si  0.0003  -0.0017  0.0054
Si  0.0146  0.0012  -0.0017
Si  -0.0013  -0.0101  -0.0039
Si  -0.0057  -0.0048  0.0046
Si  -0.0097  -0.0086  -0.009
Si  0.0065  0.0095  -0.0019
Si  -0.0148  -0.0028  -0.0014
Si  -0.0057  0.0043  -0.0044
Si  -0.0024  -0.001  -0.0019
Si  0.0039  -0.0041  -0.0042
Si  -0.0024  0.0001  0.0023
Si  -0.0022  -0.0063  -0.0005
Si  0.0049  -0.0024  -0.0005
Si  0.0019  0.0012  -0.0024
Si  -0.0011  -0.0022  -0.0053
Si  0.0072  -0.0015  -0.001
Si  -0.0014  -0.0012  -0.0013
Si  0.0004  -0.0011  0.0007
Si  0.002  0.0009  -0.0004
Si  0.0021  0.0008  0.0006
Si  -0.0027  0.0012  0.0011
Si  0.0014  0.0009  -0.0001
Si  -0.0033  -0.0024  0.001
Si  -0.0033  -0.0022  -0.0006
Si  -0.0024  0.0024  -0.0007
Si  0.0012  0.0011  -0.001
Si  -0.0005  -0.0015  0.0001
Si  -0.004  0.0003  -0.0013
Si  0.0028  0.0037  -0.001
Si  -0.0036  -0.0045  0.0009
Si  -0.0011  -0.0018  -0.0009
Si  0.0034  0.0013  0.0028
Si  0.003  -0.0023  -0.0009
Si  0.0006  0.0069  0.0043
Si  -0.0013  0.0003  0
Si  0.0034  -0.0055  0.0032
Si  -0.0054  0.002  0.0003
Si  -0.0054  -0.0036  0.004
Si  0.002  -0.0008  -0.0001
Si  0.0077  -0.0061  0.0039
Si  -0.0049  0.0046  -0.0038
Si  -0.0012  -0.0101  0.0074
Si  0.0051  -0.0039  -0.002
Si  -0.0031  0.0053  0.0054
Si  0.0036  0.0026  0.0111
Si  -0.0042  0.0024  0.0006
Si  -0.0043  0.0077  0.0025
Si  -0.001  -0.0034  -0.0014
Si  0.004  -0.0017  -0.0016
Si  0.0077  0.0062  -0.004
Si  -0.0037  0.0003  -0.0144
Si  0  -0.0053  0.0009
Si  0.003  -0.0043  -0.0064
Si  0.0039  -0.0069  -0.0041
Si  -0.0025  0.0081  0.003
Si  -0.0066  -0.0025  0.0079
Si  0.0095  0.0077  0.0086
Si  -0.005  -0.0056  0.0062
Si  -0.011  -0.0025  0.0144
Si  -0.0106  -0.0027  0.0081
Si  -0.0097  -0.0052  0.0133
Si  -0.0162  -0.0072  0.0227
Si  -0.003  0.0073  0.008
Si  -0.0034  -0.0014  -0.058
Si  0.0087  -0.0084  -0.0564
Si  0.0067  -0.0168  -0.0572
Si  0.0171  0.015  -0.0606
Si  -0.0047  0.0087  -0.0709
Si  -0.0041  -0.0079  -0.0395
Si  0.0041  0.0129  -0.0767
Si  -0.0035  -0.0037  -0.0594
Si  0.0051  0.0005  -0.0388
Si  0.0043  -0.0034  -0.0329
Si  -0.0001  -0.0004  -0.022
Si  0.0048  -0.0052  -0.0155
Si  -0.0038  0.0009  -0.0159
Si  -0.003  0.0001  -0.0565
Si  0.0021  0.0047  -0.0627
Si  -0.0039  0.0201  -0.0608
Si  -0.0118  0.0092  -0.0535
Si  -0.0032  0.0082  0.0189
Si  -0.0125  -0.0027  -0.0265
Si  -0.0092  0.0041  0.0346
Si  -0.0027  0.0062  -0.0288
Si  0.0017  0.0066  0.0453
Si  0.0047  -0.0048  -0.02
Si  -0.0023  -0.0003  0.037
Si  0.0026  -0.0009  0.0382
Si  -0.001  0.0037  -0.0541
Si  0.0003  -0.0065  0.0019
Si  -0.0028  0.0067  -0.0623
Si  -0.0117  0.0019  0.026
Si  0.0043  -0.0056  0.0388
Si  -0.0081  0.0036  -0.0185
Si  -0.0032  -0.0032  0.0032
Si  0.0035  0.0042  -0.004
Si  -0.0092  0.0008  0.0498
Si  -0.0055  0.0056  0.0304
Si  -0.0019  0.0108  0.0033
Si  -0.0004  0.0085  -0.0409
Si  0.0013  -0.031  0.0571
Si  -0.0045  0.0046  0.0515
Si  0.0012  0.0002  0.0353
Si  0.003  0.0118  0.0404
Si  -0.0054  0.0082  0.0483
Si  -0.0048  0.0002  0.0566
Si  0.0005  -0.0132  0.0665
Si  0.0008  0.0037  0.0514
Si  0.0047  -0.0145  0.0366
O  0.0046  0.0043  -0.0121
O  0.0092  0.0014  -0.0245
O  -0.0024  -0.0043  -0.0354
O  0.0027  -0.0002  -0.0173
O  0.0055  -0.0094  -0.0394
O  -0.0092  0.0062  -0.0193
O  -0.019  -0.0359  0.0388
O  0.022  -0.0138  -0.0262
O  -0.011  0.0269  0.0085
N  0.021  0.0284  -0.0385
O  0.0037  -0.0117  -0.0242
O  -0.0007  -0.0015  -0.0138
O  0.003  0.013  -0.023
N  -0.0004  -0.0025  -0.0476
O  0.0018  0.0025  0.0094
O  0  0.007  0.0222
O  -0.0031  0.0041  0.0482
O  -0.0084  0.0072  0.0264
O  0.0042  -0.0025  0.0245
O  0.0039  -0.0023  0.0414
O  0.0098  0  0.0367
N  -0.0019  -0.0028  0.011
O  -0.0053  -0.0067  0.0482
O  0.0029  -0.0041  -0.0036
O  0.011  -0.0045  0.0145
O  0.0036  -0.0186  0.0288
N  0.0057  -0.024  0.0434
O  0.0019  0.0011  0.019
O  -0.001  0.0031  0.0159
O  -0.0022  0.0159  0.0453
O  0.0095  -0.0073  0.0078
O  -0.0002  0.0022  0.0074
O  0.0049  0  -0.0035
O  0.0094  -0.0107  0.0365
O  -0.0073  0.0079  0.0178
O  -0.0053  -0.0066  0.0341
O  0.0041  -0.0022  0.0255
O  -0.0114  -0.0029  0.0344
O  0.003  -0.0048  0.0101
O  -0.0015  -0.0071  0.0235
O  0.0005  -0.0008  0.0039
O  -0.0031  -0.0055  -0.0104
O  -0.0003  0.0031  0.0031
O  -0.0002  0.0039  0.0251
O  0.0042  0.0008  0.0163
O  0.0007  -0.0001  0.0077
O  -0.0042  0.0058  0.0003
O  0.0025  -0.0063  -0.0071
O  0.0077  0.0016  0.0346
O  0.0052  -0.0041  -0.0221
O  0.0092  0.0032  0.0083
O  0.0028  0.0018  -0.0112
O  -0.0013  0.0069  0.024
O  -0.0057  0.0056  -0.0019
O  0.0043  -0.0072  -0.0256
O  -0.0041  -0.0022  0.0283
O  -0.0023  0.0017  -0.0031
O  0.0061  -0.0015  0.006
O  0.0084  -0.0043  0.0375
O  -0.0037  0.0025  0.0118
O  0.0115  -0.0024  -0.0229
O  0.0004  0.0003  0.001
O  -0.0025  0.0067  -0.0129
O  -0.0024  0.0033  0.005
O  0.0053  -0.0011  -0.0038
O  -0.0029  -0.0038  -0.0298
O  0.0006  -0.0082  0.0107
O  -0.0036  -0.0009  0.0152
O  0.0122  0.003  -0.0178
O  0.0039  -0.0055  -0.0284
O  0.0035  0.0058  -0.0132
O  -0.0005  -0.005  -0.0264
O  0.003  -0.0088  -0.0138
O  -0.0061  0.006  -0.0194
O  0.0042  0.0008  -0.0058
O  0.0041  0.0039  -0.0087
O  -0.0138  -0.0052  -0.0311
O  -0.0022  0.0072  -0.0115
O  0.004  -0.0005  -0.0185
O  0.0068  -0.0015  -0.0265
O  -0.003  -0.0005  0.0145
O  -0.0019  0.0006  -0.0091
O  0.0014  0  -0.0144
O  -0.0044  -0.0296  -0.0537
O  -0.0006  0.0036  -0.0177
O  -0.0029  0.0054  -0.0111
O  -0.0044  0.0074  -0.028
O  -0.0069  0.0089  -0.0273
O  -0.0211  0.0038  -0.0047
O  -0.0105  -0.0101  -0.0223

The program warned: the cutoff lies below the one the program advises for these potential files; the forces do not sum to zero within the program's tolerance; empty levels may hold ghost states of the PAW files; the exchange-correlation potential is rough where the density is thin.
